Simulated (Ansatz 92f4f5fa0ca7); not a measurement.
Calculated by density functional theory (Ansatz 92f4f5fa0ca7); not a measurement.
Periodic cell of 221 atoms, Si132O88H1, from a study of silicon, its oxide and their interface. The atomic structure is a simulated model.
Doubt: the cutoff is far below the 930 eV that the study's wrapper takes by default for these files, so forces and energies are approximate.
This geometry differs little from another in the collection (a relaxation step or a small displacement).

Settings
functional: PBE
potential files: Ansatz PAW
basis: plane waves
wave-function cutoff: 580 eV
density cutoff ratio: 5
exchange-correlation grid ratio: 1
k mesh: 1 x 1 x 1, Gamma-centred
self-consistency stop: 5e-08 eV per atom in the density residual
occupations: fixed
spin: none
net charge: +1 e, with a uniform compensating background and no finite-size correction

Cell vectors (angstrom)
a 10.938 0 0
b 0 10.938 0
c 0 0 32.3098

Atoms and the computed forces on them: element, x, y, z (angstrom), force x, y, z (eV/angstrom)
Si -0.1201 0.1911 24.7658 0.0114 -0.0171 -0.0006
Si 5.6838 -0.2821 24.737 -0.0104 0.0131 -0.0074
Si 2.4229 2.9962 24.9197 0.014 -0.0127 -0.0067
Si 8.5416 2.4351 24.5982 -0.0104 0.0139 -0.0179
Si 0.1809 5.2146 24.949 -0.0125 0.0128 -0.0059
Si 5.2906 5.8265 24.8926 0.0133 -0.0069 -0.0077
Si 2.9328 7.9457 24.8659 -0.0151 0.0055 -0.0137
Si 7.891 8.4051 24.9965 0.0199 -0.0224 0.0007
Si 1.3334 1.3732 26.2034 0.0029 -0.0038 0.0022
Si 6.8588 1.3735 25.9817 -0.0017 0.0033 0.005
Si 4.1268 4.1289 26.1041 0.0046 -0.0023 0.0041
Si 9.5134 4.0223 26.1345 -0.0066 0.0036 0.0028
Si 1.3668 6.8107 26.2079 -0.0004 0.0042 0.0044
Si 6.7751 6.8852 26.3466 0.0121 -0.0083 -0.0022
Si 4.0753 9.589 26.1228 -0.0041 0.0008 0.0019
Si 9.6027 9.5796 26.1122 0.0016 -0.0018 0.0026
Si 2.7309 0.0087 27.5139 -0.0005 0.0001 0.0063
Si 8.2047 0.0218 27.4738 0.0022 0.0006 -0.0064
Si -0.0336 2.7334 27.5553 -0.0009 -0.0007 0.0006
Si 5.4967 2.7257 27.445 0.0005 -0.0029 0.0018
Si 2.7615 5.4511 27.5428 0.0003 0.0024 0.0008
Si 8.2024 5.4453 27.5277 0.005 0.0032 0.001
Si -0.0038 8.2117 27.5146 -0.0002 -0.0004 0.0043
Si 5.3979 8.2677 27.5954 -0.0069 0.0032 0.0057
Si 4.1018 1.3673 28.8916 0.2248 0.0791 -0.3145
Si 9.5708 1.3673 28.8916 -0.2544 -0.1294 0.1687
Si 1.3673 4.1018 28.8916 -0.0221 -0.0288 0.1054
Si 6.8362 4.1018 28.8916 -0.0831 -0.2347 -0.1107
Si 4.1018 6.8362 28.8916 -0.2411 0.0133 0.4391
Si 9.5708 6.8362 28.8916 0.0512 -0.0795 -0.0892
Si 1.3673 9.5708 28.8916 0.0172 0.0017 -0.0377
Si 6.8362 9.5708 28.8916 0.0885 0.3801 0.0598
Si 0 0 30.2588 -0.0419 -0.0033 -0.0486
Si 5.469 0 30.2588 0.128 0.0558 -0.007
Si 2.7345 2.7345 30.2588 -0.0236 0.041 -0.0496
Si 8.2035 2.7345 30.2588 -0.0077 -0.074 -0.0198
Si 0 5.469 30.2588 0.0699 0.0422 -0.011
Si 5.469 5.469 30.2588 -0.0247 0.0394 -0.0577
Si 2.7345 8.2035 30.2588 -0.0136 -0.1171 0.0053
Si 8.2035 8.2035 30.2588 -0.0282 0.0031 -0.0707
Si 1.3673 1.3673 31.6261 0.0042 -0.0451 0.0076
Si 6.8362 1.3673 31.6261 -0.0418 0.0463 0.0056
Si 4.1018 4.1018 31.6261 0.0109 0.0044 0.0055
Si 9.5708 4.1018 31.6261 -0.0471 -0.0183 -0.0166
Si 1.3673 6.8362 31.6261 -0.0369 0.0459 0.0155
Si 6.8362 6.8362 31.6261 0.0203 -0.0158 0.0035
Si 4.1018 9.5708 31.6261 -0.0242 0 -0.0132
Si 9.5708 9.5708 31.6261 0.027 -0.0309 0.0026
Si 2.7345 0 0.6835 0.0389 -0.0099 0.0094
Si 8.2035 0 0.6835 -0.0168 0.0139 -0.0079
Si 0 2.7345 0.6835 0.0123 0.0413 -0.0007
Si 5.469 2.7345 0.6835 0.0483 -0.0464 -0.0011
Si 2.7345 5.469 0.6835 -0.0046 0.029 0.0031
Si 8.2035 5.469 0.6835 0.0342 0.0251 0.0122
Si 0 8.2035 0.6835 0.0106 -0.0368 0.0065
Si 5.469 8.2035 0.6835 -0.0258 0.0055 -0.0034
Si 4.1018 1.3673 2.0507 0.0099 0.0865 -0.0052
Si 9.5708 1.3673 2.0507 -0.014 -0.0493 0.0483
Si 1.3673 4.1018 2.0507 -0.0365 -0.0539 0.0539
Si 6.8362 4.1018 2.0507 -0.0227 0.0114 0.0042
Si 4.1018 6.8362 2.0507 0.0579 -0.0006 0.0369
Si 9.5708 6.8362 2.0507 -0.056 0.0347 0.0083
Si 1.3673 9.5708 2.0507 -0.0513 -0.006 0.003
Si 6.8362 9.5708 2.0507 0.0462 -0.0196 0.0635
Si 0 0 3.418 0.2234 0.0494 -0.0954
Si 5.469 0 3.418 -0.0937 0.1577 0.0844
Si 2.7345 2.7345 3.418 0.1888 -0.0995 -0.0681
Si 8.2035 2.7345 3.418 0.037 0.1312 0.0067
Si 0 5.469 3.418 -0.0006 -0.0356 0.1819
Si 5.469 5.469 3.418 -0.1543 -0.0686 -0.0938
Si 2.7345 8.2035 3.418 -0.0968 -0.0224 0.1535
Si 8.2035 8.2035 3.418 0.1212 -0.1582 -0.3182
Si 1.4179 1.3386 4.7907 -0.0001 -0.0009 0.0018
Si 6.8098 1.4142 4.7881 -0.0058 0.0051 -0.0104
Si 4.0775 4.114 4.8011 0.0038 0.0069 -0.0039
Si 9.5913 4.0757 4.8117 0.0015 0.001 0.0046
Si 1.3857 6.8069 4.8174 0.0067 0.0031 -0.0176
Si 6.859 6.812 4.7474 0.025 0.0112 -0.014
Si 4.0716 9.6025 4.7921 -0.0002 -0.002 -0.0007
Si 9.6105 9.5281 4.7476 -0.0005 -0.0186 -0.0122
Si 2.7422 -0.0179 6.2682 0.0078 0.0023 -0.001
Si 8.2671 0.0488 6.017 -0.0086 0.0021 0.0232
Si 0.1059 2.7496 6.1551 -0.0002 0.0109 -0.0075
Si 5.4531 2.7805 6.2011 0.0073 0.003 0.0044
Si 2.7134 5.4513 6.2462 -0.0013 -0.0057 0.0101
Si 8.1948 5.434 6.1591 0.0035 -0.0165 -0.0111
Si 0.0304 8.1655 6.1782 -0.0074 -0.0023 0.004
Si 5.4609 8.2052 6.0492 -0.0072 0.0202 0.0022
Si 3.8571 1.6686 7.5274 -0.0008 -0.001 -0.033
Si 9.9502 1.0507 7.3094 -0.0131 -0.0047 -0.0416
Si 1.5704 3.8817 7.6736 -0.0144 0.0231 -0.0281
Si 6.5765 4.3965 7.5309 -0.0012 -0.0025 -0.0221
Si 4.3577 6.6586 7.4194 -0.0058 -0.011 -0.0003
Si 9.282 7.0791 7.4217 0.0332 -0.0242 -0.0176
Si 1.1661 9.6778 7.5865 0.0167 -0.0106 -0.0112
Si 7.0906 9.3878 7.2211 0.013 0.017 -0.1994
O 1.3236 4.1379 24.4375 -0.0024 0.0009 -0.0093
O 6.8362 9.5246 24.4093 -0.0026 0.004 -0.0117
O 2.7184 2.7512 8.0613 0.012 -0.019 0.0193
O 8.1927 8.2783 7.6374 -0.0027 -0.0193 0.0829
O 5.4789 5.5645 7.9455 -0.0134 -0.0034 0.0175
O 0.019 -0.1112 7.9509 -0.0134 0.017 0.0222
O 4.1123 6.8855 24.4078 -0.0045 0.0053 -0.0079
O 9.6864 1.2877 24.284 -0.0064 0.0076 -0.0081
O 1.6712 8.9518 9.0112 0.0112 0.0082 0.013
O 0.8934 4.4 9.1078 0.0015 -0.0029 0.0182
O 9.2924 1.8162 8.6127 -0.0236 -0.0143 0.0741
O 6.6575 9.9571 8.7457 -0.0621 0.013 0.1088
O 4.6062 1.1564 8.9127 0.0229 -0.0237 0.0614
O 3.7914 7.3849 8.7724 -0.0012 0.0168 0.0251
O 7.1684 3.8477 8.9631 0.0096 -0.0048 0.0405
O 9.5457 6.6825 8.9843 -0.0003 0.0033 0.0191
O 2.9083 2.2681 23.5212 0.0003 0.0018 -0.005
O 5.0987 0.1658 23.2691 0.0012 -0.0004 -0.0014
O 8.1633 2.9826 23.0858 0.0019 -0.0043 0.0058
O 10.3642 5.7638 23.6009 0.0029 -0.0013 -0.0028
O 8.3039 7.4919 23.7092 -0.0014 0.0019 -0.0052
O 2.2681 8.4846 23.4618 0.0043 -0.0018 0.0006
O 6.1712 5.4638 23.535 -0.0057 0.0003 -0.0007
O 0.642 10.5755 23.4006 -0.0046 0.0065 0.0007
Si 3.0535 8.4366 9.7599 -0.0162 -0.0282 -0.0477
Si 7.5244 3.9627 10.5499 -0.0189 0.0191 -0.0475
Si -1.1839 3.8687 15.9096 0.0053 0.0033 0.0247
Si 3.386 2.9544 22.1214 0 -0.0003 0.0311
Si 7.0301 0.6583 19.765 -0.0026 0.003 0.0334
Si 12.3074 -5.7595 17.4749 0.0008 -0.001 0.0229
Si 2.6893 9.475 20.2569 -0.0029 -0.0028 0.0314
Si 9.276 6.3118 14.8289 -0.0055 -0.0178 0.0312
Si 2.6542 11.1605 17.6616 0.0003 -0.0018 0.0288
Si -2.1109 9.8825 17.8069 0.0022 -0.0006 0.0339
Si 4.7546 0.3662 21.6908 0.0012 0.0058 0.0287
Si 9.358 12.4554 10.1974 0.0666 0.1221 -0.0769
Si 4.4556 11.2558 10.2921 -0.1269 -0.0046 -0.0844
Si 3.3388 1.7389 12.8373 0.0024 0.0155 0.0368
Si 9.0562 8.512 12.9141 0.0245 -0.026 0.0571
Si 0.994 9.1411 22.6793 -0.0012 -0.0051 0.0298
Si -0.1391 0.8925 16.4425 0.0041 0.0063 0.0312
Si -1.1607 0.2606 13.8758 0.0114 0.0143 0.0421
Si 0.3359 13.094 12.1454 0.0222 0.0146 0.0099
Si 5.5834 5.0507 22.0653 0.0006 0.0009 0.0311
Si 6.8797 4.8887 15.3529 -0.0023 -0.0002 0.0264
Si 5.2717 4.2598 12.7296 0.002 0.0055 0.0082
Si 4.5837 11.2657 15.4187 -0.0074 0.0055 0.0366
Si 4.1015 6.6672 20.0441 -0.0008 -0.0008 0.0294
Si 4.3962 5.1037 17.3479 -0.0043 0.0018 0.0235
Si -0.8035 7.0443 17.8451 0.0033 -0.0022 0.0308
Si 4.9651 12.9841 17.8225 0 0.0021 0.0286
Si 3.1066 6.3266 12.0889 -0.0054 -0.0029 -0.0068
Si 7.9194 3.1236 21.4673 -0.0012 0.003 0.0327
Si 9.5939 7.0017 22.8806 -0.0004 0.0002 0.0284
Si 9.6805 5.4287 20.4172 -0.0014 0.0016 0.0337
Si 11.8471 4.8448 10.7029 0.0098 0.0046 -0.0395
Si -3.5368 9.9592 14.9666 -0.0068 0.0064 0.0517
Si 1.7256 4.6767 20.3616 0.0007 0.0014 0.0273
Si 7.1512 10.4306 10.1732 0.0531 0.1606 -0.012
Si 9.3798 6.5338 10.5889 0.0237 -0.0484 -0.0553
O 8.2927 5.357 10.9081 0.0063 0.0128 0.0168
O 9.8978 -1.0225 12.848 -0.0064 0.0026 -0.0243
O 19.4247 13.6226 10.9198 0.0052 -0.0397 0.0154
O 2.8002 5.8641 20.5748 -0.0008 -0.0001 -0.0147
O -2.8507 4.0392 16.1771 -0.003 0.0025 -0.0101
O -4.7193 15.066 14.0579 -0.0044 -0.003 -0.0131
O 0.3129 5.3159 20.8062 0.002 -0.0014 -0.0148
O 3.5544 12.0167 11.3674 0.0253 -0.0191 -0.0147
O -1.0815 7.3567 13.7382 -0.0015 0.0158 -0.023
O -0.0402 6.1365 11.0263 -0.009 0.007 0.016
O 1.6828 4.2722 18.7903 -0.0025 0.0025 -0.0154
O 7.879 1.6591 20.7437 -0.0009 -0.0042 -0.016
O 3.8912 0.7823 14.0186 0.0001 0.0013 -0.0178
O 2.2616 10.0504 18.7831 -0.0011 0.0051 -0.0185
O 1.3119 9.1514 21.0766 0.0035 0.0008 -0.018
O 10.8872 1.3596 10.7467 -0.0137 -0.0221 -0.002
O 9.844 0.1819 17.5351 0.0016 0.0022 -0.014
O 9.7053 8.5678 18.2576 -0.0022 0.0019 -0.0121
O 4.437 1.9424 21.4074 0 -0.002 -0.0135
O 2.9781 18.6639 11.2248 0.0064 0.0096 0.0075
O 6.5504 3.995 21.2993 0.0016 -0.0021 -0.0138
O 9.0636 3.9463 20.651 0.0005 0.0011 -0.0134
O 3.7212 8.2397 20.0276 0.001 -0.0001 -0.012
O 0.8284 6.7115 17.8278 -0.0034 0.0001 -0.01
O 3.4139 -0.4216 21.266 -0.0034 -0.0031 -0.0136
O 1.3469 11.9631 17.0851 -0.0063 0.0012 -0.0131
O 1.7167 12.7671 12.9269 -0.0185 -0.0031 -0.0115
O 0.3238 3.7097 11.7101 -0.0043 -0.005 0.0097
O 9.9213 4.8112 14.5585 -0.0004 0.005 -0.0111
O 2.4402 16.1218 11.1134 -0.0017 -0.0009 0.0099
O -14.234 6.2026 14.7418 0.0032 0.0058 -0.0117
O 5.972 11.1375 10.9948 0.086 -0.084 0.0202
O -2.6864 11.2813 14.4788 0.0026 -0.0002 -0.0183
O 10.8603 10.9295 15.0738 -0.0081 -0.0039 -0.0232
O 5.6029 5.3586 16.2698 0.0061 -0.0007 -0.0141
O 4.5106 6.2204 18.5252 0.0006 -0.0031 -0.0185
O 13.7857 5.2213 16.6871 0.0005 0.0005 -0.0101
O 9.0299 6.5206 21.4359 0.0015 -0.0037 -0.0173
O 3.4791 10.5188 16.3816 0.0062 0.0011 -0.0173
O -0.3437 8.2586 22.8182 0.0003 0.0029 -0.0122
O 5.324 6.335 21.0831 -0.0035 0.0032 -0.0157
O 5.8085 -0.6858 15.0553 0.0099 -0.005 -0.016
O 2.1012 3.3277 21.1918 -0.0043 0.0025 -0.0157
O -3.2699 8.8556 13.7522 -0.0006 -0.0015 -0.0358
O 2.2899 6.6196 13.4683 -0.0002 0.001 -0.0007
O 3.643 1.2867 18.4028 -0.0002 -0.0001 -0.0115
O 4.169 4.335 22.4454 0.0002 -0.0004 -0.0132
O 5.9668 -0.1205 20.7247 0.0037 -0.0003 -0.0159
O -1.339 6.8284 16.3311 -0.0033 -0.0011 -0.0195
O 0.0825 4.4352 16.8043 -0.0055 -0.0033 -0.0125
O -0.8631 1.6883 13.15 -0.0147 -0.0071 0.0003
O 4.6139 5.7513 12.4661 0.0062 0.0008 0.0022
O -1.4887 5.9762 18.8919 0.0011 0.0051 -0.0195
O 4.0384 14.1379 12.9089 0.0011 -0.0008 -0.003
O 6.2929 1.5819 18.6323 -0.0049 0.0033 -0.0155
O -2.9852 9.5136 16.4521 -0.0064 0.0008 -0.0277
O 10.0841 2.286 15.9612 -0.0011 -0.0055 -0.0109
O 8.8622 7.9029 11.3831 -0.0491 0.0559 -0.0144
O 15.6322 3.6342 17.9821 0.0008 0.0005 -0.0103
O 3.9614 9.7636 9.9698 0.0436 0.0313 0.0342
O 8.6155 0.0433 10.4315 -0.079 -0.1386 0.0486
O 6.1639 3.8507 11.4258 0.0005 -0.0046 0.0068
O 7.8887 -0.5265 19.0361 0.0044 -0.0044 -0.0172
O 5.1429 12.5823 16.2323 0.0005 -0.0059 -0.0196
H 2.6064 6.1908 14.2791 0.0007 0.0002 0.0026

Results
free energy: -133981.566 eV
free energy less fixed offsets of H -15.97, O -568.88, Si -635.61 eV per atom: -3.636 eV

The program warned: the cutoff lies below the one the program advises for these potential files; the exchange-correlation potential is rough where the density is thin.
